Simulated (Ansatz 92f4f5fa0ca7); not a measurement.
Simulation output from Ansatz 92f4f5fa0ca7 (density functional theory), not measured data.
Periodic cell of 254 atoms, Si144O106N4, from a study of silicon, its oxide and their interface. The atomic structure is a simulated model.
Doubt: the cutoff is far below the 930 eV that the study's wrapper takes by default for these files, so forces and energies are approximate.
This geometry differs little from another in the collection (a relaxation step or a small displacement).

Settings
functional: PBE
potential files: Ansatz PAW
basis: plane waves
wave-function cutoff: 580 eV
density cutoff ratio: 5
exchange-correlation grid ratio: 1
k mesh: 1 x 1 x 1, Gamma-centred
self-consistency stop: 5e-08 eV per atom in the density residual
occupations: fixed
spin: none
net charge: 0

Cell vectors (angstrom)
a	10.938	0	0
b	0	10.938	0
c	-1.9408	-5.264	37.662

Atoms and the computed forces on them: element, x, y, z (angstrom), force x, y, z (eV/angstrom)
Si	-0.3155	-6.9186	30.4011	-0.0115	0.0261	0.0485
Si	2.438	-4.0426	30.1161	-0.0154	0.0119	0.0066
Si	-0.7669	-0.8745	30.0436	0.0106	-0.0173	0.0162
Si	1.9655	-9.0257	30.2572	0.0184	-0.008	0.0443
Si	-6.2838	-6.2704	30.2783	0.0192	-0.0191	0.0482
Si	-3.6289	-3.6149	30.1657	0.014	-0.0113	0.0225
Si	5.1615	-1.3	30.1178	-0.0101	0.0217	0.0168
Si	-2.9607	-9.5239	30.1399	-0.0181	0.0122	0.0278
Si	0.8429	-5.1911	31.4856	-0.01	-0.0003	-0.0101
Si	3.5757	-2.4714	31.4603	-0.0045	0.0094	-0.0082
Si	0.8063	-10.7103	31.4533	0.0068	-0.0058	-0.011
Si	3.5306	-7.899	31.5745	0.0045	-0.0032	-0.0095
Si	-4.6947	-5.1655	31.5844	0.0059	-0.0125	-0.0078
Si	-1.9411	-2.47	31.3977	0.0069	-0.0081	-0.0057
Si	6.3309	0.2593	31.4437	-0.0067	0.0045	-0.0073
Si	-1.8901	-8.0644	31.653	-0.0032	0.0083	-0.0066
Si	-0.5947	-3.8614	32.8228	-0.008	0.0056	-0.0008
Si	2.1595	-1.1551	32.8335	-0.0018	-0.0007	0.0078
Si	-0.53	-9.4301	32.9423	-0.0077	-0.0005	0.0049
Si	2.1367	-6.5767	32.919	0.0069	-0.0002	0.0038
Si	4.86	-3.8435	32.9208	0.001	-0.0039	0.0037
Si	7.6381	-1.1476	32.8543	-0.0012	0.0008	-0.0035
Si	4.9088	1.5839	32.8443	0.0025	-0.0044	0.0023
Si	-3.3161	-6.6225	32.8784	-0.003	0.0038	-0.0032
Si	-1.9408	-5.264	34.2438	0.0511	0.1303	-0.2302
Si	0.7937	-2.5295	34.2438	-0.0626	0.0659	-0.3179
Si	-1.9408	0.205	34.2438	-0.0267	-0.3431	0.3359
Si	0.7937	-7.9985	34.2438	0.0536	0.0441	0.2666
Si	3.5282	-5.264	34.2438	-0.0392	0.2276	0.4029
Si	6.2627	-2.5295	34.2438	0.0974	0.2828	0.1141
Si	3.5282	0.205	34.2438	0.035	0.0214	-0.3227
Si	6.2627	-7.9985	34.2438	-0.0603	0.0111	-0.0561
Si	1.3673	-1.3673	3.418	0.3077	-0.0259	-0.2076
Si	4.1018	1.3673	3.418	-0.1127	0.0643	0.6797
Si	1.3673	4.1018	3.418	0.2731	-0.1453	0.1186
Si	4.1018	-4.1018	3.418	-0.3341	-0.0455	-0.2061
Si	6.8362	-1.3673	3.418	-0.254	-0.0144	-0.1912
Si	-1.3673	1.3673	3.418	0.2077	0.0474	0.0315
Si	6.8362	4.1018	3.418	-0.0892	0.0879	-0.2062
Si	-1.3673	6.8362	3.418	-0.1304	-0.5269	-0.2186
Si	2.6707	-0.0077	4.854	0.0084	-0.0161	-0.0021
Si	5.5098	2.7729	4.8246	-0.0125	0.0018	0.0085
Si	2.8006	5.4087	4.8171	0.0022	0.0458	0.0061
Si	5.358	-2.6665	4.7527	-0.0077	0.0057	-0.0011
Si	-2.6644	-0.0915	4.7403	-0.0131	-0.0061	0.0014
Si	-0.0208	2.7909	4.8141	0.0428	0.036	0.0038
Si	8.1547	5.4656	4.7994	0.0093	0.0132	0.0079
Si	0.1622	-2.9056	4.6876	0.0058	0.0068	-0.0101
Si	1.1401	1.265	6.2348	0.0025	-0.0059	0.0208
Si	4.0851	4.0759	6.3124	0.0081	0.0629	0.0477
Si	1.5276	-4.1105	6.189	-0.158	-0.1262	0.2116
Si	4.1173	-1.3174	6.2704	0.0164	0.0018	0.02
Si	-3.8407	1.4856	6.0582	0.0527	0.037	0.0371
Si	-1.2319	4.3202	6.196	-0.0946	-0.0467	0.0742
Si	6.5355	-4.2011	6.0314	0.0103	0.0187	0.0523
Si	-1.3763	-1.767	5.9164	0.0163	0.0094	0.0077
Si	-0.3985	-0.2944	7.385	0.0157	-0.0299	-0.0605
Si	2.8554	2.3741	7.4365	0.0144	0.0123	0.0009
Si	-0.0789	-5.0095	7.726	0.3603	0.0723	-0.4636
Si	2.9371	-2.9012	7.6518	0.0212	0.0085	-0.1055
Si	5.4368	0.3955	7.2795	-0.0328	-0.0147	-0.0194
Si	-2.4115	2.8097	7.6269	-0.0204	-0.0327	-0.0782
Si	5.1515	5.7531	7.7433	-0.0416	-0.0319	-0.0734
Si	-2.8625	-3.0782	7.2686	0.0829	-0.4888	0.2297
Si	-0.5735	-6.6312	35.611	0.0292	-0.0302	-0.0111
Si	2.161	-3.8967	35.611	0.0488	-0.0675	-0.0041
Si	-0.5735	-1.1622	35.611	-0.0825	-0.0046	0.0161
Si	2.161	1.5723	35.611	0.0561	0.1071	0.0035
Si	4.8955	-6.6312	35.611	-0.0074	0.0012	-0.0254
Si	-3.308	-3.8967	35.611	0.0294	0.0346	-0.0209
Si	4.8955	-1.1622	35.611	0.098	0.0084	-0.0065
Si	7.63	1.5723	35.611	0.036	0.0176	-0.0288
Si	0.7937	-5.264	36.9783	-0.001	0.0518	-0.0143
Si	3.5282	-2.5295	36.9783	-0.0331	0.0376	-0.0246
Si	0.7937	0.205	36.9783	-0.0303	-0.0392	-0.0176
Si	3.5282	-7.9985	36.9783	0.0571	0.0319	-0.0033
Si	-4.6753	-5.264	36.9783	-0.0113	-0.0343	-0.0278
Si	-1.9408	-2.5295	36.9783	0.0181	-0.0318	-0.0076
Si	6.2627	0.205	36.9783	-0.0573	0.0377	-0.005
Si	-1.9408	-7.9985	36.9783	-0.0305	-0.0155	-0.0149
Si	1.3673	1.3673	0.6835	0.0155	-0.0907	0.0109
Si	4.1018	4.1018	0.6835	0.0385	0.0138	0.0262
Si	1.3673	6.8362	0.6835	0.0053	0.0919	0.0193
Si	4.1018	-1.3673	0.6835	-0.0088	-0.0534	0.0073
Si	6.8362	1.3673	0.6835	-0.0106	0.0493	0.0103
Si	-1.3673	4.1018	0.6835	0.122	-0.0694	0.0022
Si	6.8362	-4.1018	0.6835	0.0026	-0.0261	0.0223
Si	-1.3673	-1.3673	0.6835	-0.0337	0.0372	0.0419
Si	0	0	2.0507	0.0849	0.1144	0.0301
Si	2.7345	2.7345	2.0507	-0.001	0.0616	0.0135
Si	0	5.469	2.0507	-0.2159	-0.1008	-0.0456
Si	2.7345	-2.7345	2.0507	-0.0404	-0.0386	-0.0599
Si	5.469	0	2.0507	-0.0015	-0.0688	0.035
Si	8.2035	2.7345	2.0507	-0.1268	-0.0772	0.0393
Si	5.469	5.469	2.0507	0.1015	0.0571	0.0006
Si	8.2035	-2.7345	2.0507	0.0131	0.0205	0.0243
Si	-4.0208	-4.8529	22.0126	-0.0012	0.0011	-0.0015
Si	2.4062	-4.8413	15.4134	0.0018	0.002	-0.0017
Si	6.1958	-7.9502	28.0442	0.0048	-0.0066	0.0016
Si	4.6293	-1.5243	19.3716	0.0013	0.0005	0.0002
Si	-9.2692	-8.2426	19.5049	-0.0004	0.0007	-0.0007
Si	7.3363	-10.8485	19.4867	0.0021	-0.0006	-0.0004
Si	-0.2722	-8.0731	14.6226	-0.0006	0.0023	-0.0003
Si	-0.8221	-2.8024	12.3263	-0.0273	0.0074	0.0175
Si	-0.032	-3.1138	24.873	0.0031	0.0025	0.0068
Si	-3.3182	-9.8805	22.4226	0.0001	-0.0001	-0.0005
Si	2.2217	-1.7303	23.2521	-0.0001	-0.0002	-0.0016
Si	5.6018	0.2579	10.4149	0.0013	-0.0073	0.002
Si	3.9123	-10.8619	25.161	0.0006	-0.0009	0.0016
Si	0.5826	-2.3858	9.4593	-0.0041	0.0589	0.053
Si	9.3661	1.3392	10.5372	-0.011	-0.0019	-0.0044
Si	3.9371	0.764	28.0225	0.0114	-0.0058	0.0039
Si	-1.7487	-5.1568	28.3031	-0.0052	0.01	0.0074
Si	-4.0882	-4.9263	18.8156	-0.0004	0.0007	0.0011
Si	-2.0816	-2.4701	18.1468	0.0008	0.0024	0.0008
Si	4.7508	-14.5805	17.1214	0.0007	0.0012	-0.0006
Si	-6.6912	-3.6218	21.6715	0.0009	-0.0001	0.0003
Si	-3.5726	1.2686	12.576	-0.0001	-0.0036	-0.0028
Si	7.6284	-5.6842	9.0334	0.2062	0.4207	-0.209
Si	1.5539	3.5908	16.7591	0.0011	-0.0001	0.0035
Si	-0.6359	-6.8034	18.5516	-0.0009	0.0006	0.0005
Si	2.2018	-5.6078	20.7535	0.0016	0.0007	-0.0004
Si	0.7115	2.3074	11.7838	0.0009	0.0018	0.0057
Si	-2.3881	-7.1606	23.0709	0.0001	-0.0002	-0.0001
Si	7.7894	-6.2317	25.8812	0.0009	0.0007	0.0031
Si	-3.0803	-3.5252	24.4272	-0.0001	0.0015	0.0006
Si	-4.5538	-11.7783	24.1714	0	0.0006	-0.001
Si	0.0233	-5.1841	22.6953	0.0002	0.0009	-0.0002
Si	-3.3403	-7.962	17.9853	-0.0018	-0.0003	0.0011
Si	9.0649	-2.5363	15.0744	0	0.002	0.0051
Si	3.363	2.2851	10.3688	0.0082	-0.0007	-0.0098
Si	5.2486	-6.0367	10.7981	0.0132	0.018	-0.0231
Si	-0.3955	-4.8568	14.3859	-0.003	-0.0021	0.0004
Si	2.6492	0.1503	20.8034	-0.0006	0.0007	-0.001
Si	7.7722	-1.1749	11.4876	-0.0035	-0.0029	-0.0047
Si	7.6625	2.7266	15.0195	-0.0041	0.0029	-0.0033
Si	6.3591	-3.266	14.4116	0.0015	0.0007	-0.0054
Si	6.637	5.0483	13.3821	0.0012	-0.002	-0.0073
Si	-3.0708	-0.4049	8.7558	0.0015	-0.0228	-0.0076
Si	10.607	-15.2042	19.9229	-0.0012	0.0015	-0.0007
Si	-6.1386	-10.0074	22.6848	0.0008	-0.0004	-0.0008
Si	0.4698	-2.902	28.0046	0.0029	0.0014	0.0026
Si	-0.8631	-6.946	9.8751	-0.116	0.0137	0.082
Si	15.2057	-4.5502	13.1464	0.0045	0.0004	-0.0049
O	0.7426	-13.0674	23.8214	-0.0014	0.002	-0.0012
O	4.1614	1.3833	7.5409	0.0059	-0.001	0.0091
N	6.2718	0.2687	8.808	0.0065	0.0179	0.0027
O	-1.8857	-10.6689	29.5815	0.0039	-0.0061	-0.0091
O	0.8046	-7.9547	29.7491	0.005	-0.0047	-0.0228
O	2.8183	-4.5908	13.8427	-0.0037	0.0009	0.0029
O	3.0989	-2.978	22.6458	-0.0002	0	-0.0006
O	0.3845	2.1327	13.3484	0.0039	-0.0017	-0.0039
O	8.4333	6.4499	8.1707	-0.2518	0.0672	-0.09
O	7.6822	-1.9921	8.4363	-0.036	0.1424	0.0503
O	2.4583	2.5804	9.0295	-0.0062	-0.004	-0.0074
O	8.7634	-5.9758	10.1809	0.0791	-0.0807	0.072
O	-3.6614	-6.4101	22.3525	0.0001	0.0005	0.0005
O	3.5342	-5.205	29.6716	-0.0121	0.0102	-0.0168
O	2.7311	-9.564	28.9139	-0.0051	-0.0042	-0.0234
O	6.2279	-2.4767	29.617	0.005	-0.0019	-0.0127
O	-2.2265	-8.6916	22.5396	0.0005	0.0021	0.0005
O	5.4592	-6.8668	28.9909	0.0077	0.0009	-0.0233
O	5.497	-11.2441	25.4437	0	0.0009	0.0021
O	10.4383	6.836	21.549	0	0	0.002
O	-1.2474	-5.5161	19.3443	0.0011	0.0011	-0.0001
N	-1.546	2.5045	9.2103	0.0187	-0.0329	0.0043
O	6.5041	4.5471	11.8252	0.0026	-0.0011	0.0058
O	-5.4881	-4.3289	22.5276	0.0002	0.0004	0.0001
O	4.5389	-0.5669	28.7671	0.0033	-0.0014	-0.0029
O	-2.6158	-7.1891	24.6843	0.0001	-0.0006	-0.0016
O	-0.9825	-6.449	22.7103	-0.0004	0.0012	0.0002
O	-3.1271	-4.4502	28.8213	-0.001	-0.0005	-0.0077
O	6.8038	1.801	13.9972	0.0005	0.002	0.0034
O	2.1893	-2.4903	9.0896	-0.0131	-0.009	0.0397
O	0.1789	4.7631	8.8683	0.0009	-0.0181	0.0117
O	-3.9388	-4.627	20.4099	0.0002	0.0006	0.0021
O	9.1856	3.2541	17.7913	0.002	0.0014	-0.0001
O	4.0106	-4.0578	8.1123	0.0064	-0.0327	0.0136
O	-0.0014	1.0769	10.9692	0.0032	-0.0051	-0.0049
O	7.701	-10.8939	23.7314	-0.0002	0.0001	0.0012
O	-0.5831	-4.0563	28.4055	0.0024	0.0032	-0.0001
O	8.592	-2.5763	11.6776	-0.0029	-0.0028	0.0028
O	0.8548	-4.3656	15.3305	-0.0012	0.0005	0.0002
O	0.1578	-4.6062	24.2185	0.0008	-0.0033	-0.0014
O	-4.7903	-9.1257	22.4677	-0.0006	0.0006	0.0001
O	3.0296	-1.1339	24.5283	0.0008	0.001	0.0021
O	7.5942	4.2078	14.3578	0.0013	-0.0026	0.0051
O	-3.1301	-0.2833	12.8486	-0.0009	0.005	0.0049
O	-7.333	-4.8295	20.8041	-0.0012	0.0012	0.0001
O	0.106	3.1552	19.6148	0.0001	0.0002	0.0004
O	1.4956	-5.696	22.2238	-0.0013	0.0007	0.0007
O	8.2376	-12.0162	18.7689	-0.0003	0.0002	-0.0009
O	0.4514	4.6134	17.4326	-0.0008	0.0002	-0.0002
O	-0.0761	-1.4913	28.6527	-0.0018	0.0035	-0.0026
O	-0.4226	-6.4731	14.3478	0.001	0.001	0.0032
O	5.1054	-9.0948	27.6735	-0.0011	0.0006	-0.0036
O	4.268	-4.9284	11.5493	-0.0047	0.0027	0.0087
O	2.328	2.3117	11.6248	-0.003	0.0006	0.0046
O	-5.5963	-11.5802	22.8844	-0.0005	0.0006	-0.0001
O	-1.8978	-5.7654	26.8129	-0.0017	-0.0057	-0.0118
O	-5.1133	-3.637	15.9026	-0.001	0.0003	0.0007
O	7.1899	-4.3678	13.5073	0.001	0.0055	0.0052
O	0.1512	-0.94	8.7987	0.0031	-0.0216	0.0309
O	-0.7981	-2.9358	19.0939	0.0004	-0.0003	0.0003
O	7.5044	-2.1431	14.7012	-0.0033	0.0012	0.0023
O	3.2798	-3.9933	16.4982	0.0004	0.0011	0.0007
O	-1.9519	0.3127	7.7624	-0.035	0.0414	0.0178
O	-3.1374	-3.7512	18.109	-0.0003	-0.0001	-0.0002
O	3.2422	0.4118	26.5912	-0.0079	-0.0019	-0.0105
O	7.0393	-6.552	18.5998	0.0006	0.0009	-0.0005
O	0.0162	-7.2515	11.2114	-0.0132	0.0072	-0.0142
O	0.6008	-2.8758	26.3706	-0.0006	-0.0006	-0.0061
O	0.2192	-2.4029	11.0845	0.0244	0.0156	-0.0365
O	-4.1863	-13.2908	24.5436	0.0009	-0.0003	0.0006
O	4.8843	-2.5603	20.6085	-0.0006	0.0001	0.0001
O	-6.9883	-9.6351	24.0464	-0.0012	0.0029	0.0001
O	5.0872	5.1648	13.9196	-0.0029	0.0005	0.005
O	3.1654	-0.8457	19.6247	-0.0004	0.0008	-0.0002
O	4.4329	3.5191	10.4856	-0.0073	-0.0129	0.0001
O	1.2353	-4.7417	19.721	0.001	0.0001	0.0005
O	6.1634	-1.2232	11.0114	-0.0031	0.0054	-0.0014
O	1.6349	-9.7284	20.1351	-0.0001	-0.0016	0.0008
O	1.8843	-3.3197	28.722	0.0033	-0.0013	-0.0015
O	-3.6902	-15.7456	25.2575	-0.002	0.0017	0.0003
O	3.8937	1.0458	21.3641	-0.0008	0.001	-0.0005
O	-4.2251	-7.1174	26.7345	0.0026	0.0048	-0.0069
O	1.9623	-0.6551	22.0436	-0.001	-0.0007	0.0006
O	-3.1019	-10.7227	21.0425	0.0006	0.0007	0.0017
O	16.2721	-4.7033	18.2203	-0.0004	0.0008	-0.0005
O	-12.6628	-8.702	15.0107	0.0012	-0.0009	0.0016
O	-1.3187	-6.4156	29.2112	-0.0152	-0.0062	-0.0259
O	-3.5076	-8.6942	28.8177	-0.0017	0.0043	-0.0121
O	2.2376	2.7147	17.9585	0.0001	0.0008	0.0007
O	2.5573	-7.1299	20.2961	0.0002	0.0017	0.0005
O	-0.1805	-3.5948	8.6502	-0.0517	0.0659	0.0749
O	7.3829	-7.0028	8.0911	-0.0698	-0.0938	-0.0304
O	-12.5966	-13.847	24.9683	-0.0044	0	-0.0006
N	-2.384	-0.1703	10.2925	0.0076	0.0016	0.0107
N	5.9572	-5.3624	9.3543	0.0068	-0.0207	0.011
O	0.7634	-8.4104	15.8274	-0.0013	-0.0006	-0.0042
O	2.5493	4.5186	15.8625	0.003	0.0025	-0.0014
O	9.3426	-12.9845	16.6211	0.0004	0.0001	0.0003
O	-2.9304	-3.9484	22.8512	0.0008	0.0005	0.0005
O	8.6427	2.036	11.8822	0.0013	-0.0041	-0.0021
O	4.6211	-13.1474	17.8942	0	0.0012	0.0011
O	-1.6685	-4.1702	15.1436	0.0009	-0.0036	0.0018
O	10.5301	-4.3184	12.8115	0.0035	-0.0099	0.0044
O	-3.5453	-9.3296	18.8527	0.0003	0.0007	-0.0012
O	4.9955	-3.0872	13.4816	-0.0011	-0.0002	0.0042
O	6.9876	2.6939	16.4927	0.0004	0.0013	-0.0008
O	5.7812	-0.3791	19.4058	-0.0036	-0.0007	-0.0008
O	10.0417	-1.9995	13.8152	0.0081	0.0053	-0.0047
O	6.1673	1.363	11.479	0.001	-0.0006	0.0004
O	4.0406	0.7655	10.3154	-0.0058	0.0022	0.0024

Results
free energy: -153366.917 eV
free energy less fixed offsets of N -385.13, O -568.88, Si -635.61 eV per atom: 2.723 eV

The program warned: the cutoff lies below the one the program advises for these potential files; the exchange-correlation potential is rough where the density is thin.
